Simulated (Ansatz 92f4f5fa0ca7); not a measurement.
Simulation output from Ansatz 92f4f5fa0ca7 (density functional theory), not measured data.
Periodic cell of 220 atoms, Si132O88, from a study of silicon, its oxide and their interface. The atomic structure is a simulated model.

Settings
functional: r2SCAN
potential files: Ansatz norm-conserving
basis: plane waves
wave-function cutoff: 1300 eV
density cutoff ratio: 4
exchange-correlation grid ratio: 1
k mesh: 1 x 1 x 1, shifted by 0.5 0.5 0 of a step
self-consistency stop: 1e-10 eV per atom in the density residual
occupations: fixed
spin: none
net charge: 0

Cell vectors (angstrom)
a	10.88	0	0
b	0	10.88	0
c	0	0	32.0585

Atoms and the computed forces on them: element, x, y, z (angstrom), force x, y, z (eV/angstrom)
Si	0.1689	-0.9583	-0.354	-0.0031	0.0145	-0.0444
Si	2.7415	2.4146	0.0196	-0.0009	0.0022	-0.0039
Si	1.0242	3.2139	-1.3161	0.0049	-0.0051	0.0014
Si	2.0817	7.6461	-0.0997	0.0098	0.0192	-0.0305
Si	4.6574	0.0864	-0.2484	0.0117	-0.0004	-0.0482
Si	8.4645	4.1445	0.5004	0.0042	-0.0002	-0.0297
Si	4.7938	6.2265	-0.6797	-0.0008	-0.0074	-0.063
Si	7.9012	8.1038	-0.1773	-0.0085	-0.0046	-0.0556
Si	1.5462	1.2128	1.5568	-0.0002	0.0114	-0.0206
Si	3.9395	3.994	1.1877	-0.0118	-0.0081	-0.0136
Si	0.9162	6.2165	1.2802	-0.0069	-0.0049	0.0016
Si	3.8773	9.6401	1.5199	-0.0202	0.0105	-0.0102
Si	6.9051	1.5241	1.353	0.0011	-0.0007	-0.0268
Si	10.7657	4.1392	0.6314	0.0094	-0.0001	-0.0084
Si	6.339	6.9477	1.0611	0.0004	0.0042	0.0093
Si	9.3621	9.3502	1.1338	0.0038	-0.0001	0.0048
Si	0.122	2.7282	2.545	0.0017	-0.001	0.0061
Si	2.734	-0.0017	3.0488	-0.003	-0.004	0.0001
Si	-0.1769	7.9529	2.5222	-0.0009	0.0001	0.0029
Si	2.696	5.4093	2.5996	0.0022	0.0011	0.001
Si	5.352	2.7277	2.6327	0.0047	0.005	0.0065
Si	8.2504	0.0268	2.5391	-0.0002	0.0018	0.0021
Si	5.3936	8.3227	2.6513	0.0002	-0.0061	0.0017
Si	7.7497	5.4704	2.3537	-0.0023	-0.0016	0.0032
Si	1.4403	4.014	4.005	-0.0021	-0.001	0.0007
Si	4.1425	1.4095	4.1616	-0.0011	0.0024	0.0011
Si	1.2103	9.3626	3.9672	0.0039	-0.0054	0.0019
Si	4.0331	6.8515	3.9206	-0.0002	-0.0009	-0.001
Si	6.6887	4.1032	3.9434	-0.0008	-0.0016	0.0015
Si	9.5352	1.4329	3.8883	0.0015	0.003	-0.0004
Si	6.8735	9.5834	3.9485	0.0009	0.0018	0.0012
Si	9.3203	6.6608	3.8422	0.003	-0.0008	-0.0019
Si	-0.0458	-0.0034	5.2614	0	0.001	0.002
Si	2.7334	2.7199	5.4522	0.0028	0.0034	0.0005
Si	-0.0523	5.3826	5.2326	0.0002	-0.0029	0.0004
Si	2.6543	8.106	5.3289	-0.0022	0.0006	0.0015
Si	5.5217	-0.0013	5.3862	-0.0007	-0.0012	-0.0014
Si	8.1309	2.7427	5.2604	0.0005	0.0001	0.0008
Si	5.3763	5.4761	5.3025	0.0022	0.0013	0.0015
Si	8.153	8.1345	5.2792	-0.0016	-0.0019	-0.0008
Si	1.3421	1.2832	6.671	-0.0007	-0.0006	-0.001
Si	4.0908	4.1113	6.7282	-0.0019	-0.0015	-0.0001
Si	1.315	6.7349	6.6682	0.0018	0.001	0.0006
Si	4.0769	9.4841	6.6336	-0.0004	-0.0005	-0.0002
Si	6.8574	1.3799	6.7146	-0.0007	0.0015	-0.0003
Si	9.5233	4.0397	6.6411	0.0005	-0.0012	-0.0005
Si	6.781	6.812	6.632	-0.0007	-0.0005	-0.0009
Si	9.5137	9.5208	6.6531	0.0013	-0.0005	-0.001
Si	-0.0055	2.6623	8.0137	0	0.0005	0.0001
Si	2.7239	-0.0617	8.0022	0.0001	0.0005	-0.0006
Si	0.027	8.1801	8.0086	-0.0005	-0.0002	0.0001
Si	2.7108	5.4178	8.0735	-0.0007	-0.0024	-0.0006
Si	5.4789	2.7471	8.0459	0.0006	0.0009	0.0009
Si	8.1934	-0.0086	8.0701	0.0001	0.0001	-0.001
Si	5.4455	8.1508	8.0068	0.0007	0.001	-0.0008
Si	8.1887	5.4682	7.9551	0	0.0007	0.0005
Si	1.3726	3.9926	9.3822	0.0017	0.0004	0.0003
Si	4.0906	1.3096	9.3027	0	-0.0008	-0.0005
Si	1.4243	9.4642	9.4256	-0.0003	0.0002	0.0003
Si	4.1229	6.7941	9.3814	-0.001	0	0.0015
Si	6.8502	4.1574	9.3509	0.0011	-0.0007	0.0003
Si	9.553	1.3448	9.4486	0.0019	-0.0019	0.0004
Si	6.8208	9.4821	9.3827	-0.0004	-0.0017	0.0002
Si	9.5422	6.8209	9.3324	0.0013	-0.0006	0.0003
Si	0.0745	-0.0383	10.7832	-0.0033	-0.0013	0.0015
Si	2.7795	2.6214	10.7169	-0.0006	-0.0011	-0.0008
Si	0.0328	5.4414	10.6487	-0.0028	0.0012	-0.0006
Si	2.8023	8.0817	10.7953	0.0019	0.0016	0.0026
Si	5.4109	-0.0514	10.6721	-0.0012	0.0017	-0.0001
Si	8.1862	2.8278	10.714	-0.0038	0.0017	-0.001
Si	5.5405	5.5126	10.7643	-0.0017	-0.0027	0.0007
Si	8.195	8.1239	10.7593	0.0034	0.0028	0.0014
Si	1.4528	1.2977	12.1603	0.0019	0.0008	-0.0002
Si	4.2072	4.0184	11.9473	-0.002	-0.0022	0.0029
Si	1.5432	6.5311	12.0639	-0.0002	-0.0035	0.0009
Si	4.1903	9.4314	12.1401	-0.0008	-0.0005	0.0022
Si	6.7034	1.4488	11.8929	0.0001	-0.0014	0.0013
Si	9.5595	4.2278	12.0762	0.007	-0.0016	-0.0041
Si	6.9194	6.8029	12.2587	-0.0004	0.0044	0.0011
Si	9.5363	9.4996	12.1046	0.0012	-0.0038	-0.0139
Si	0.1032	2.8734	13.2866	-0.0013	-0.0016	0.0058
Si	2.7595	-0.1956	13.4883	-0.0005	-0.0031	0.0048
Si	0.5442	7.5663	13.8444	0.0063	-0.004	0.0013
Si	2.8205	5.0813	13.4416	-0.0082	-0.0049	-0.0139
Si	5.5594	2.8359	13.3986	-0.0004	0.0049	-0.0089
Si	8.1708	0.208	13.1039	-0.0011	0.001	0.0043
Si	5.7152	8.2991	13.6182	-0.0025	-0.004	0.0044
Si	8.3401	5.5199	13.6782	-0.0093	-0.0037	0.0134
Si	1.3161	4.0136	14.9178	-0.0041	0.0133	-0.0289
Si	4.1362	0.8059	15.045	0.0038	-0.0065	-0.0479
Si	1.9463	9.0237	14.9692	0.0043	-0.004	-0.0412
Si	4.4085	7.2159	15.2498	0.0044	0.0176	-0.0542
Si	7.2133	3.7904	14.7312	0.0076	-0.0007	-0.0388
Si	9.3884	1.6763	14.3865	-0.0059	0.0029	-0.0314
Si	6.8222	10.1006	14.6553	0.0055	0.0053	-0.0198
Si	11.3076	6.0326	15.7753	-0.0171	-0.0121	-0.0366
Si	6.5192	8.8522	18.8028	0.0136	-0.0146	-0.0666
Si	-2.6479	-1.5124	16.3342	0.0018	0.0067	-0.0496
Si	1.431	6.6071	18.774	-0.0012	0.0031	-0.0801
Si	2.1351	1.7753	17.1389	-0.0056	0.0005	-0.0646
Si	-0.4914	-4.9371	24.9035	0.0027	0.0143	-0.0723
Si	5.623	5.0881	17.1986	0.0094	0.0089	-0.0661
Si	7.2476	-12.1688	24.3416	-0.0051	0.0069	-0.0639
Si	-0.0615	10.7732	16.5978	-0.0009	-0.0074	-0.0465
Si	7.8124	-4.6717	18.8485	-0.0129	0.0043	-0.0763
Si	3.8909	7.8565	19.8848	0.0018	-0.0068	-0.0659
Si	5.7999	-2.2561	26.8723	-0.0013	0.0104	-0.078
Si	10.1407	0.6246	27.0456	0.0035	-0.0136	-0.0737
Si	3.2389	5.1381	20.4748	0.0099	-0.0014	-0.0701
Si	10.0613	-0.7537	24.5411	-0.0037	-0.0101	-0.0561
Si	5.3665	0.5938	22.7437	-0.0025	-0.0102	-0.0813
Si	-0.8577	6.0465	20.7718	-0.0044	-0.0038	-0.0849
Si	-1.7792	6.474	15.8752	0.0222	-0.0104	-0.0592
Si	12.664	10.6609	23.5819	0.0104	-0.003	-0.0715
Si	9.0257	7.6454	23.2619	0.0032	-0.0077	-0.0679
Si	4.2039	13.8773	18.8618	-0.0139	0.0062	-0.0625
Si	4.9094	2.5502	25.0232	-0.0107	-0.0121	-0.0589
Si	2.4761	4.0292	25.1655	-0.0043	-0.0098	-0.0645
Si	-7.1708	-0.5615	21.5369	0.019	-0.0162	-0.0585
Si	1.1656	5.0498	22.7244	0.0092	0.0081	-0.0846
Si	1.503	6.5684	26.8498	-0.0021	0.0051	-0.0793
Si	2.8463	9.3045	26.0265	-0.0116	0.0153	-0.0568
Si	5.6315	0.6592	19.9238	0.0027	0.0035	-0.076
Si	11.428	4.7576	28.9712	-0.0098	0.0232	-0.093
Si	7.9762	12.0781	28.8571	0	0.0035	-0.0588
Si	-0.1798	1.4024	29.7458	-0.0258	-0.0027	-0.0805
Si	3.0264	1.3605	25.739	-0.0008	-0.001	-0.0438
Si	20.7706	-7.3646	26.519	-0.0002	0.0048	-0.0661
Si	-4.0031	14.2874	27.2087	-0.003	-0.0087	-0.0642
Si	6.3056	9.8189	29.7576	0.0047	0.0133	-0.0739
Si	6.216	6.0355	28.5098	0.0048	-0.0039	-0.0756
Si	8.7072	5.8712	30.1783	-0.0021	-0.0038	-0.068
O	-0.3354	-0.0416	-1.5822	0.0114	-0.0217	0.0404
O	1.0691	-0.0053	0.5692	0.0122	-0.0017	0.0264
O	4.6251	4.698	-0.1548	0.0065	-0.001	0.0232
O	-0.0127	6.6986	-5.805	0.0078	0	0.036
O	-0.7381	5.4519	-2.4207	-0.0034	-0.0047	0.0448
O	-6.8156	3.9389	-7.2268	0.0037	0.0009	0.0211
O	1.0997	8.6814	-0.9229	-0.0045	-0.0118	0.0187
O	3.3484	6.9845	-0.8893	-0.0034	-0.0032	0.0207
O	3.7622	1.3534	-0.7209	-0.0005	-0.004	0.0149
O	6.2711	2.8751	-6.2419	0.0232	0.0108	0.042
O	5.8031	-3.7893	-4.6958	0.0025	-0.0132	0.0348
O	2.7454	8.5439	1.0681	0.0131	-0.0141	0.0249
O	7.77	6.2268	-3.1403	0.0121	-0.0001	0.0304
O	7.9729	4.7406	-0.961	-0.0035	-0.0047	0.0383
O	8.9996	7.1253	-0.9034	-0.0019	0.0156	0.0434
O	7.8421	13.5141	0.5878	-0.0085	-0.0006	0.0165
O	3.7708	6.0045	14.4006	0.0176	-0.0002	0.0285
O	-5.3124	0.0802	15.3158	-0.0027	0.003	0.0234
O	6.6047	10.3676	19.365	-0.0069	0.0182	0.0325
O	-0.5569	0.766	15.3472	0.0083	-0.0054	0.0331
O	3.2503	8.2955	15.6757	-0.0013	-0.0081	0.0264
O	2.4381	7.8306	19.1479	0.0135	0.0021	0.0205
O	1.1619	17.4122	17.1807	0.0172	0.009	0.0668
O	6.4539	5.3923	18.5542	0.0066	0.0038	0.0349
O	8.3238	2.6486	15.1933	0.003	0.003	0.0177
O	6.5423	4.3465	16.1037	-0.0149	0.0088	0.0437
O	8.5158	-4.643	17.3804	-0.018	-0.0022	0.0596
O	11.8372	-1.2741	16.1366	-0.0121	0.0096	0.0273
O	3.2805	11.7478	16.4214	-0.0092	0.0101	0.0381
O	5.4672	12.8453	18.9754	0.0044	-0.0123	0.0284
O	15.3502	13.1899	14.5341	0.0003	-0.0019	0.0204
O	8.9219	8.0751	15.6427	-0.007	0.0088	0.0237
O	-0.6201	8.621	13.2912	-0.0085	0.0055	0.0143
O	5.049	6.4786	16.5632	0.0074	-0.0157	0.0411
O	4.4679	4.0649	17.6673	-0.0087	-0.0129	0.0313
O	-3.8517	-1.9827	17.29	-0.0212	-0.0069	0.049
O	-1.4467	10.1294	17.1793	0.0041	0.0001	0.0253
O	0.8123	11.781	17.5234	0.006	0.0058	0.0235
O	2.7907	2.3005	18.5059	0.0178	0.0071	0.0368
O	1.7589	2.9899	16.1263	0.0066	-0.0176	0.0402
O	3.9091	-2.1525	21.2482	-0.0173	0.0187	0.0397
O	10.0028	1.9577	26.1319	-0.0039	-0.0017	0.0275
O	10.1291	-2.2486	23.9416	0.0036	0.0092	0.0248
O	2.1456	5.2342	19.2677	0.0057	-0.0041	0.0326
O	4.425	8.9823	26.1095	0.011	-0.0078	0.0257
O	10.8395	-5.9845	21.6103	0.0051	-0.0045	0.0406
O	4.9758	-2.4643	18.8412	-0.0096	-0.0002	0.0389
O	4.2909	6.3461	20.295	-0.0046	0	0.0264
O	2.5013	5.3865	21.8859	-0.0153	-0.0097	0.047
O	-1.9198	-4.471	24.3111	0.0013	-0.0078	0.0308
O	0.081	-4.1092	19.657	-0.0106	-0.0026	0.0411
O	8.6809	0.3142	27.6861	-0.0082	0.0052	0.0339
O	8.5202	10.6005	24.4508	0.0043	0.0033	0.0227
O	-0.6177	4.3669	25.2105	-0.0073	-0.0168	0.0338
O	7.4546	-3.1926	19.4608	0.0058	0.0011	0.0264
O	11.4954	-4.6774	23.7272	-0.0075	0.0055	0.0405
O	8.7575	-5.4198	19.9329	0.0158	-0.0041	0.0394
O	5.2641	1.9911	23.5458	-0.0048	0.0238	0.0528
O	4.0026	3.728	20.3034	-0.0024	0.0048	0.0319
O	6.9559	-1.9498	25.7848	-0.0111	-0.0131	0.0453
O	2.146	8.0607	26.8122	-0.0042	-0.012	0.024
O	9.461	-3.7086	21.793	-0.0045	0.0166	0.0494
O	4.0834	0.1449	20.1059	0.0003	-0.0064	0.0394
O	13.1282	5.4423	25.929	-0.0005	0.0174	0.0354
O	16.9202	-1.3774	28.2043	0.0064	0.0097	0.0498
O	11.1895	11.8308	28.2385	0.0088	0.0148	0.0556
O	12.3603	5.9646	28.3656	-0.0034	-0.0197	0.0577
O	-3.2664	8.428	23.2605	-0.0015	0.0088	0.0249
O	19.2716	3.9025	26.9752	-0.0043	-0.0001	0.0263
O	2.5928	1.0297	24.1905	-0.0045	0.0154	0.0442
O	1.6376	3.8917	23.763	0.0024	-0.008	0.0459
O	6.0052	-0.4573	23.7957	0.0153	-0.0128	0.0442
O	2.712	-0.0178	26.5858	-0.0027	-0.0093	0.0271
O	4.8794	-0.7949	30.4633	-0.014	0.001	0.0372
O	5.9865	-6.2929	27.8386	-0.0057	0.014	0.0322
O	5.3522	6.1923	29.8584	-0.0103	0.0087	0.0582
O	0.2058	0.0972	23.6414	-0.0077	-0.0023	0.0236
O	2.247	-1.5056	24.5018	0.01	-0.0074	0.0365
O	2.1751	10.4834	22.0283	-0.0185	0.011	0.0423
O	2.144	2.7128	26.1084	-0.0049	0.0047	0.0294
O	-4.6484	11.8622	21.4025	-0.0034	-0.0011	0.0509
O	7.2432	0.2337	29.882	-0.0103	-0.0071	0.0285
O	17.9524	8.6813	30.5915	0.0117	-0.015	0.0369
O	6.8685	13.0719	28.2634	0.0064	-0.0107	0.0309
O	9.1772	12.8936	29.5887	0.0144	0.0047	0.035
O	-0.3231	10.2668	26.0892	0.0005	0.0163	0.042
O	6.1075	0.6324	32.3068	0.0081	0.0001	0.0304
O	10.9167	3.877	27.7098	0.0171	0.0043	0.0577

Results
free energy: -56394.483 eV
free energy less fixed offsets of O -463.61, Si -117.95 eV per atom: -27.403 eV

The program warned: the exchange-correlation potential is rough where the density is thin.
